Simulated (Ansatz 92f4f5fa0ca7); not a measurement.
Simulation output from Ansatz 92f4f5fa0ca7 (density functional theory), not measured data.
Periodic cell of 164 atoms, Si92O72, from a study of silicon, its oxide and their interface. The atomic structure is a simulated model.

Settings
functional: r2SCAN
potential files: Ansatz norm-conserving
basis: plane waves
wave-function cutoff: 1300 eV
density cutoff ratio: 4
exchange-correlation grid ratio: 1
k mesh: 2 x 2 x 1, shifted by 0.5 0.5 0.5 of a step
self-consistency stop: 5e-10 eV per atom in the density residual
occupations: Fermi-Dirac, 0.05 eV
spin: none
net charge: 0

Cell vectors (angstrom)
a, 10.8129, -0.0509, 0.0723
b, -0.0509, 10.7711, 0.0599
c, 0.1525, 0.1263, 23.5287

Atoms: element, x, y, z (angstrom)
Si, 1.6378, 4.6013, 21.2698
Si, 5.2062, 10.4143, 12.9582
Si, 3.6245, 0.4832, 19.4032
Si, 10.1727, 9.4994, 20.3383
Si, 4.0107, 6.4331, 16.1983
Si, 3.0971, 8.5856, 23.4756
Si, 8.7087, 9.6375, 14.8005
Si, 6.1387, 4.954, 0.33
Si, 1.3961, 1.2646, 1.3234
Si, 4.3231, 4.1368, 1.6064
Si, 1.3868, 6.4135, 1.3938
Si, 4.3535, 9.2391, 1.5474
Si, 7.0589, 1.5668, 1.468
Si, 9.5488, 4.0373, 1.3768
Si, 6.8612, 6.7417, 1.6244
Si, 9.5535, 9.2991, 1.4186
Si, 2.8441, 10.6593, 2.745
Si, 0.1136, 2.6999, 2.7269
Si, 2.8941, 5.2819, 2.8762
Si, 0.166, 8.0243, 2.7029
Si, 8.3808, 0.0833, 2.7315
Si, 5.5572, 2.6621, 2.8147
Si, 8.2529, 5.3979, 2.9415
Si, 5.4381, 7.8947, 2.9855
Si, 4.04, 1.3381, 4.0651
Si, 1.4385, 3.9965, 4.2119
Si, 4.1717, 6.4965, 4.3934
Si, 1.4661, 9.4169, 4.1802
Si, 9.7067, 1.2527, 4.2909
Si, 6.939, 4.0121, 4.2738
Si, 9.5418, 6.8257, 4.2708
Si, 6.8114, 9.4397, 4.1148
Si, 0.1423, 10.6835, 5.7419
Si, 2.7437, 2.6255, 5.5281
Si, 10.8102, 5.413, 5.5259
Si, 2.7829, 8.0102, 5.567
Si, 5.4282, 10.7728, 5.4225
Si, 8.3506, 2.6605, 5.5535
Si, 5.5941, 5.3773, 5.7847
Si, 8.1434, 8.1953, 5.5843
Si, 1.6352, 1.2771, 7.0609
Si, 4.1937, 3.87, 7.0156
Si, 1.3617, 6.7457, 6.9343
Si, 4.0862, 9.4312, 6.8569
Si, 6.8234, 1.3616, 6.8109
Si, 9.6226, 3.9988, 7.0348
Si, 6.8638, 6.8882, 7.182
Si, 9.4218, 9.4037, 7.1275
Si, 2.9372, 10.6121, 8.4582
Si, 0.2883, 2.7457, 8.259
Si, 2.7139, 5.23, 8.0654
Si, 10.6651, 7.8686, 8.2668
Si, 7.8903, 0.0263, 8.3019
Si, 5.528, 2.405, 8.3981
Si, 8.4506, 5.5537, 8.3399
Si, 5.663, 8.5147, 8.3763
Si, 6.5062, 3.8664, 16.2342
Si, 0.5911, 9.9072, 16.3526
Si, 3.1885, 4.8791, 14.6798
Si, 6.9301, 8.0699, 14.3748
Si, 3.7953, 7.1479, 10.4932
Si, 4.6881, 2.1472, 21.6741
Si, 5.0304, 0.2745, 9.6573
Si, 8.3033, 4.2635, 18.7098
Si, 4.4641, 4.6678, 11.9577
Si, 6.2462, 6.2935, 15.997
Si, 0.2081, 3.2956, 19.0029
Si, 6.4405, 0.3305, 23.3657
Si, 0.7857, 0.4467, 18.2314
Si, 10.6783, 6.7654, 10.5525
Si, 8.2642, 7.9532, 0.1241
Si, 1.6103, 4.1576, 10.787
Si, 2.9223, 6.5742, 19.087
Si, 10.136, 10.5211, 12.3043
Si, 6.9085, 1.239, 14.8973
Si, 0.3488, 10.1878, 23.2523
Si, 7.3647, 3.9956, 10.9863
Si, 1.0045, 7.6247, 18.3553
Si, 8.741, 1.2964, 10.0362
Si, 8.7727, 6.0789, 12.631
Si, 4.644, 1.6601, 16.6143
Si, 1.2518, 8.7713, 10.4453
Si, 2.6858, 0.5906, 14.4107
Si, 10.6856, 5.7462, 23.4859
Si, 10.596, 5.7842, 17.576
Si, 8.0003, 3.4061, 23.539
Si, 3.5237, 3.2542, 23.3388
Si, 0.2273, 5.04, 14.4027
Si, 0.6672, 2.4024, 13.0954
Si, 6.9059, 4.0597, 21.4643
Si, 4.6166, 8.5553, 20.656
Si, 7.5589, 9.0279, 21.7294
O, 2.3955, 4.1888, 22.6454
O, 5.1549, 0.7985, 22.4914
O, 2.1362, 1.768, 13.4442
O, 8.2366, 0.3797, 14.9761
O, 1.8326, 9.5829, 23.5042
O, 8.5782, 9.0956, 20.4676
O, 7.3318, 3.5851, 17.6226
O, 3.7007, 10.4437, 13.6551
O, 0.1151, 3.422, 14.2618
O, 6.1173, 0.8746, 13.5091
O, 9.9186, 9.5134, 15.8963
O, 3.4273, 5.9116, 17.6915
O, 10.8129, 9.9144, 21.7822
O, 6.1771, 8.3845, 21.1154
O, 10.0455, 5.7759, 13.5572
O, 5.7166, 9.6614, 0.6829
O, 3.6328, 1.6331, 20.5683
O, 1.5022, 10.3179, 15.0274
O, 6.0204, 2.8262, 20.9672
O, 1.7613, 9.5868, 9.1267
O, 3.6567, 8.4961, 21.9877
O, 0.851, 2.0555, 18.1316
O, 3.4077, 1.3584, 15.6481
O, 6.3624, 9.9635, 8.9764
O, 0.6055, 9.8512, 11.4847
O, 9.4758, 6.8495, 23.2853
O, 7.5648, 4.6911, 20.1071
O, 2.083, 10.7348, 19.1271
O, 7.7069, 7.0031, 13.3647
O, 4.9555, 3.283, 16.4891
O, 4.2413, 7.3978, 19.6252
O, 10.1737, 2.0183, 9.5454
O, 3.3057, 6.1209, 9.3311
O, 5.9303, 0.8178, 16.14
O, 9.3393, 6.9348, 11.3942
O, 7.7742, 2.4166, 10.7103
O, 10.2686, 10.7615, 19.2928
O, 0.9215, 5.6427, 10.7611
O, 1.7481, 5.3813, 13.9161
O, 10.4606, 1.1468, 13.0823
O, 9.8788, 6.4922, 9.0059
O, 3.1828, 4.0155, 11.2065
O, 4.495, 9.9978, 19.9211
O, 2.5661, 8.0654, 11.0493
O, 4.3309, 1.1922, 18.1171
O, 4.3212, 4.4386, 13.5563
O, 9.4365, 9.4747, 13.3043
O, 7.2201, 2.8402, 15.1243
O, 1.4769, 3.7314, 9.2128
O, 9.4166, 3.1618, 19.1466
O, 5.7917, 3.9435, 11.3259
O, 0.3103, 0.9055, 0.032
O, 0.4234, 5.5104, 21.8699
O, 7.6927, 4.932, 9.7269
O, 9.0274, 0.1751, 11.1543
O, 1.3339, 8.5832, 17.0423
O, 8.0965, 4.6153, 12.2805
O, 0.6355, 4.609, 18.2474
O, 4.4952, 6.2727, 11.6945
O, 4.9509, 7.9766, 9.7903
O, 10.6705, 5.4661, 15.9943
O, 2.526, 5.4455, 20.1816
O, 2.4908, 6.9241, 0.2358
O, 5.9802, 5.2, 22.1569
O, 0.1326, 8.3263, 19.5484
O, 2.6171, 1.7954, 0.4529
O, 7.4985, 10.5546, 22.3474
O, 5.841, 8.9773, 13.373
O, 9.0357, 5.6156, 18.1194
O, 0.7286, 3.2121, 11.7252
O, 5.1186, 10.5448, 11.3426
O, 0.9263, 3.3615, 20.4604

Results
free energy: -44229.574 eV
free energy less fixed offsets of O -463.61, Si -117.95 eV per atom: 1.746 eV
pressure: -0.70 GPa
stress xx, yy, zz, yz, xz, xy (GPa, positive in tension): 0.42, -0.18, 1.86, 0.07, -0.37, -0.62

Forces (eV/angstrom), in the order of the atoms: element, x, y, z
Si, -0.5629, 0.2951, -0.766
Si, -0.9747, -0.3226, 0.8867
Si, 0.9424, 0.3692, -0.3655
Si, -0.8764, 0.3255, -0.4442
Si, -0.3058, -0.083, 0.7694
Si, -0.1164, -0.6227, -0.427
Si, 0.7069, -0.246, -0.5198
Si, -0.2482, 0.1782, -0.1062
Si, -1.0882, -0.2885, -0.1832
Si, 1.082, -0.0082, -1.2112
Si, 0.5998, 0.4225, -0.3843
Si, -0.0827, 0.3057, -0.1369
Si, 0.4599, 0.259, -0.6597
Si, -0.0539, 0.2852, 0.3125
Si, 0.5183, -0.0623, -0.9814
Si, 0.0891, 0.3071, 0.6797
Si, -0.7161, 0.2645, -0.2617
Si, 0.2447, -0.036, -0.2872
Si, -1.3816, 0.2517, 0.6509
Si, -0.1609, 0.2422, 0.5215
Si, -0.1357, -0.7476, 0.1562
Si, -0.2491, -0.0883, 1.1158
Si, 0.3112, 0.0588, -0.6054
Si, 0.1218, -0.3729, 0.798
Si, 0.7449, 0.1033, 0.1902
Si, -0.5962, 0.2003, -0.5676
Si, -0.3742, 1.3432, -0.3935
Si, -0.0445, -0.6849, -0.0156
Si, 0.1864, 0.0901, -0.3136
Si, -0.2936, 0.0642, 0.0412
Si, -0.1466, -0.0351, -0.4615
Si, 0.1057, 0.1594, -0.4867
Si, 0.2471, 0.4208, -0.1633
Si, 0.593, 0.3928, 0.4761
Si, 1.1124, -0.5172, 0.8557
Si, -0.0379, -0.3143, -0.0421
Si, 0.1277, 0.2362, 0.528
Si, -0.5267, -0.2216, 0.6474
Si, 0.3039, -0.8691, 0.5855
Si, -0.1069, -0.1025, 0.3283
Si, -0.2012, -0.2367, -0.0933
Si, 0.296, -1.23, -0.1817
Si, -0.4831, -0.3466, -1.0822
Si, 0.9261, -0.2304, -0.291
Si, -0.4122, 0.1545, -0.9056
Si, 0.1471, 0.306, -0.5661
Si, 0.7412, 0.0665, -0.4896
Si, -0.6866, -0.0762, -0.0793
Si, -0.3647, -0.3614, 0.7853
Si, -0.0858, 0.1058, 1.3928
Si, -0.0032, 1.0323, 1.0223
Si, 0.7255, 0.8816, -0.9303
Si, 0.2525, -0.3847, -0.7991
Si, 0.0921, 0.0593, 0.3539
Si, -0.416, -0.5953, 1.577
Si, -1.2972, -0.9084, 0.1382
Si, -0.2163, 0.3625, -0.5734
Si, 1.3781, -0.3002, -0.2342
Si, -0.5942, 0.3777, -0.0231
Si, -0.6025, -0.9991, -0.9089
Si, -0.1516, -0.5571, 0.8928
Si, 0.6328, -0.5731, 0.0894
Si, -0.3299, 0.4954, 0.695
Si, -0.0502, 0.6968, 0.6441
Si, 0.9785, -0.1793, -0.0955
Si, 0.2244, 0.3904, 0.1348
Si, 0.9673, -1.3381, 0.128
Si, -0.472, -0.3424, -0.6631
Si, 0.1497, 0.2878, 0.2307
Si, 1.0823, 1.8347, 0.0958
Si, -0.4021, -1.8535, 0.8068
Si, 0.3447, 0.2916, 0.6019
Si, 0.9312, -0.2208, -0.2476
Si, -0.3464, 0.1103, -0.441
Si, -0.8909, 1.1154, 0.2376
Si, 0.1221, 1.2414, 0.5041
Si, -0.453, -1.48, 0.0524
Si, -0.4993, 0.3209, -0.4787
Si, 0.6486, 0.7635, 0.064
Si, -0.8702, -0.5046, 1.2082
Si, -0.2164, 0.7452, 0.7791
Si, -1.7088, -0.6854, -0.0524
Si, 0.8634, -0.8436, 0.4883
Si, -0.2598, 0.2142, -0.0259
Si, -0.095, -1.0706, 0.7321
Si, -0.6299, 0.1778, 0.4551
Si, -0.5815, -1.1318, 0.0846
Si, 0.7234, -0.4336, 1.6171
Si, 0.434, 0.4329, 1.885
Si, 1.2417, 0.5188, -1.0681
Si, 0.6295, 0.6188, 1.0393
Si, -0.6068, -0.1303, -0.7255
O, -0.1717, 0.1891, -0.9007
O, 0.1696, 0.5554, -0.1645
O, -0.8225, 0.317, -0.1449
O, 0.4588, -0.1362, -0.121
O, -0.3967, -0.0011, -0.1285
O, 1.3406, 0.1587, 0.3333
O, -0.0362, 0.3163, 0.1916
O, 0.6127, 0.5147, -0.5875
O, 0.1551, -0.4889, -0.5078
O, 0.3896, 0.3902, 0.1303
O, -0.3755, -0.5408, 0.0638
O, -0.0511, 0.1418, -0.3052
O, -0.659, -0.4781, -1.2664
O, 0.1347, 0.634, 0.4892
O, -0.7027, 0.445, -0.847
O, -0.4153, -0.3636, 0.4257
O, -0.1838, -0.3187, -0.4162
O, -0.2177, 0.7114, 0.3886
O, -1.3342, -1.069, 0.1786
O, 0.8085, 0.8387, -0.1173
O, 0.9534, 0.2947, -1.6569
O, -0.5887, 0.3775, 0.4098
O, -0.8016, -0.4234, -0.4279
O, -0.1568, 0.1431, 0.6866
O, -0.8152, 1.0952, 0.6032
O, 0.8624, -0.4278, -0.4054
O, 0.0149, -0.3305, 0.2042
O, -0.1568, 0.1341, -0.2536
O, -0.2435, 0.416, -0.0774
O, 1.0258, -0.9329, 0.152
O, -0.7439, -0.2676, 0.0753
O, -0.2274, -0.1295, -0.3989
O, -0.576, -0.9614, -0.6105
O, 0.479, -0.1802, -0.5149
O, -0.6527, -0.6061, 0.0906
O, 0.4781, 0.9383, 0.1132
O, 0.0945, -0.4619, 0.6108
O, 0.1009, -1.2254, 0.3554
O, 0.8999, -0.3854, 0.1884
O, -0.2903, -1.7051, -0.9319
O, -1.2181, -1.0387, 0.1904
O, -1.3967, 0.2495, -0.4378
O, -0.5362, 0.2013, 0.0326
O, 2.0121, -0.7068, 0.1086
O, -0.5285, -0.1847, 0.2814
O, -0.4919, 0.1126, -0.5179
O, -0.1231, 0.2752, 0.8194
O, -0.462, -0.4276, -0.2629
O, -0.3375, -0.3712, -1.5433
O, 0.0349, -0.163, -0.0357
O, -1.1738, 0.6303, 0.5549
O, 0.9049, -0.6736, 1.0831
O, -0.4546, 0.3133, 0.88
O, 1.1708, 1.03, -1.6606
O, 1.0068, -0.4202, 0.4441
O, -0.699, 0.5591, 0.0304
O, 0.8903, 0.9597, -0.1979
O, -0.2821, 1.6002, -1.1775
O, -0.7381, 0.254, -0.6907
O, 1.1985, 1.1285, -1.1521
O, 0.3265, -0.1506, -0.8534
O, -0.1561, -0.5592, 1.2203
O, -0.3385, 0.4038, 0.6699
O, -0.0127, 0.4098, 1.2904
O, 0.1319, 0.1879, 0.2691
O, 1.3101, 1.2961, -0.8822
O, -0.4674, 0.3062, 0.0686
O, 1.2854, -0.7273, 1.0481
O, 0.3716, -0.606, -0.1908
O, 0.1931, 0.2724, -0.729
O, -0.1249, 0.9261, -1.7082
O, 0.3168, 0.1849, 0.5957
